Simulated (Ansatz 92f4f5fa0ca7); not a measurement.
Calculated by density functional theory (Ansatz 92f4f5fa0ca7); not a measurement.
Periodic cell of 259 atoms, Si144O115, from a study of silicon, its oxide and their interface. The atomic structure is a simulated model.

Settings
functional: r2SCAN
potential files: Ansatz PAW
basis: plane waves
wave-function cutoff: 800 eV
density cutoff ratio: 5
exchange-correlation grid ratio: 1
k mesh: 1 x 1 x 1, shifted by 0.5 0.5 0 of a step
self-consistency stop: 1e-10 eV per atom in the density residual
occupations: fixed
spin: none
net charge: 0

Cell vectors (angstrom)
a  10.88  0  0
b  0  10.88  0
c  0.84  -3.1484  35.5535

Atoms: element, x, y, z (angstrom)
Si  8.1835  10.9757  -1.196
Si  9.1398  8.4678  -2.8809
Si  5.1616  15.9051  -1.4168
Si  7.4875  6.5223  1.5563
Si  12.2876  10.7919  -4.5163
Si  6.4846  8.8305  -0.0517
Si  4.3755  10.6467  23.6424
Si  10.5703  15.3767  -3.3127
Si  9.0921  12.5888  1.0844
Si  10.5099  14.5576  1.3242
Si  11.3048  7.8378  -0.9817
Si  11.3787  9.7797  1.4768
Si  2.0807  11.6162  1.2519
Si  5.8562  15.5961  1.5189
Si  14.2043  18.2421  1.762
Si  5.023  8.9824  1.7262
Si  6.7631  13.7635  2.6362
Si  9.4121  16.2977  2.5563
Si  6.6834  8.0803  3.0964
Si  9.6646  10.8891  2.6455
Si  12.198  13.4928  2.5889
Si  15.0381  16.4129  2.8952
Si  12.3496  19.0843  2.8639
Si  3.9709  10.8739  2.5912
Si  5.407  12.2706  3.9001
Si  8.1871  14.9647  4.099
Si  5.4133  6.7363  4.4552
Si  8.1928  9.5889  4.0199
Si  10.9199  12.2236  4.1293
Si  13.5708  14.9142  3.9515
Si  10.8531  17.6288  3.9487
Si  13.6399  9.5966  4.2109
Si  6.7826  10.9345  5.3588
Si  9.5374  13.6  5.4615
Si  6.8642  5.3575  5.5776
Si  9.5421  8.1642  5.3429
Si  12.2552  10.9098  5.5214
Si  4.0723  13.5917  5.3402
Si  12.2069  16.2813  5.361
Si  14.9273  19.086  5.612
Si  8.1351  12.2474  6.7936
Si  10.891  14.9659  6.8171
Si  8.2184  6.8284  6.7872
Si  10.8715  9.4942  6.7714
Si  2.7543  12.2833  6.7961
Si  5.4151  14.8876  6.7984
Si  13.5276  17.6569  6.8245
Si  5.4823  9.578  6.8405
Si  6.7685  13.5849  8.1842
Si  9.5408  16.3648  8.1716
Si  6.8444  8.1603  8.1531
Si  9.5235  10.8556  8.1303
Si  12.2797  13.6119  8.1693
Si  4.0706  16.2826  8.137
Si  12.1838  8.1569  8.1805
Si  4.0877  10.9307  8.1743
Si  5.4148  12.2629  9.5679
Si  8.1266  15.0115  9.4902
Si  5.4649  6.7611  9.4794
Si  8.2067  9.4897  9.52
Si  10.9014  12.2269  9.4921
Si  13.62  14.9592  9.5527
Si  10.8703  17.6926  9.5802
Si  13.5671  9.5539  9.488
Si  6.8347  10.876  10.7925
Si  9.5301  13.651  10.765
Si  6.7959  16.3195  10.961
Si  9.5168  8.1467  10.9713
Si  12.2414  10.8957  10.9357
Si  4.0786  13.6289  10.9701
Si  12.24  16.3072  10.8812
Si  4.0545  8.1319  10.7455
Si  8.1823  12.2955  12.0728
Si  10.8465  14.9559  12.2065
Si  8.1895  17.6361  12.3735
Si  12.245  8.0815  13.5948
Si  2.6933  12.2923  12.3348
Si  5.4469  14.9566  12.3805
Si  13.6192  17.6822  12.1686
Si  5.4565  9.465  12.025
Si  6.9051  13.5327  13.6134
Si  9.5707  16.2283  13.7572
Si  7.7063  10.0481  14.623
Si  13.4597  14.7959  17.0904
Si  1.2651  13.6698  13.6908
Si  4.0162  16.3582  13.6599
Si  11.3738  17.2105  14.9742
Si  4.1986  10.8414  13.4138
Si  11.824  9.3823  22.4863
Si  11.0443  8.0068  17.5385
Si  6.7551  8.2125  13.524
Si  9.7073  8.2447  20.385
Si  9.4983  11.0226  13.5114
Si  10.3743  12.6918  14.9518
Si  2.1835  15.4909  14.8998
Si  10.8793  9.5265  12.3177
Si  11.4633  15.7958  -0.4475
Si  4.7202  11.9081  -7.7762
Si  5.9456  11.6923  14.7367
Si  6.4114  11.833  -3.528
Si  7.7943  10.5027  19.3174
Si  9.613  14.8226  22.2294
Si  8.1053  12.6041  -5.8978
Si  7.8068  16.6361  -3.0259
Si  7.0255  17.6598  17.3302
Si  9.164  13.4286  -10.6823
Si  7.7314  17.1396  21.8538
Si  4.1032  13.8023  -3.3458
Si  5.1857  13.0503  17.4403
Si  8.6326  9.317  16.5827
Si  12.5024  16.0286  22.144
Si  13.2182  16.026  -7.826
Si  10.0008  8.8913  -5.6696
Si  10.9184  13.1613  -5.5056
Si  8.7339  12.8343  24.1614
Si  4.7632  9.4687  -2.5129
Si  4.3747  14.4305  -6.1778
Si  3.1643  16.2504  19.6237
Si  5.0432  8.9393  -7.1602
Si  11.1103  14.0838  -8.4623
Si  5.7663  13.4228  23.6677
Si  8.6211  14.4106  15.0002
Si  7.8987  14.6986  17.2592
Si  13.3457  9.8832  17.5026
Si  4.709  10.6523  19.1898
Si  11.8192  17.4576  -5.3619
Si  7.3786  16.9735  -8.4976
Si  9.2678  13.1403  19.533
Si  3.0956  11.1034  21.7124
Si  2.8545  7.3246  23.6546
Si  3.0313  9.2978  14.6837
Si  11.5797  12.3552  17.8324
Si  5.7122  6.9806  20.0003
Si  2.9563  17.489  -0.3403
Si  3.7285  14.0778  21.5317
Si  5.1852  7.1033  14.8909
Si  5.6058  7.9978  22.69
Si  7.3791  11.6808  -8.8677
Si  7.9051  8.9203  -7.8238
Si  4.5054  6.9173  -9.1424
Si  13.4174  11.4452  -1.8843
Si  3.2888  8.4793  -4.7733
Si  13.0853  12.2138  -9.5686
Si  7.1798  15.6032  -5.8173
O  9.2111  11.9765  -0.4349
O  10.7269  7.5138  -6.0862
O  6.564  16.1421  -2.1436
O  7.4098  7.479  0.1804
O  10.9796  9.0746  0.0237
O  12.9947  11.9014  -0.3845
O  13.0566  16.0566  -0.1708
O  4.6001  8.4585  -8.6508
O  7.5389  12.99  1.3904
O  4.0681  8.2105  15.3465
O  5.5183  8.1627  21.0785
O  10.2559  9.1778  16.7149
O  12.5527  8.5139  17.8435
O  11.4132  15.1932  -1.9496
O  3.5432  14.2602  -4.7931
O  6.2252  10.2313  19.5079
O  13.4922  14.7965  22.448
O  12.714  17.0023  23.4014
O  2.788  10.0244  -4.8562
O  7.4663  16.6219  -4.6025
O  9.1994  11.3119  23.9234
O  12.1056  15.3231  -8.7658
O  7.7169  16.2537  17.6487
O  4.6497  17.6806  -10.745
O  7.8643  14.165  -5.5541
O  4.7645  12.2225  18.762
O  11.0931  9.564  23.9126
O  6.5771  16.7152  20.7745
O  10.3037  7.7455  18.9579
O  3.1365  12.6353  21.234
O  5.8431  8.8031  -1.5341
O  7.0161  7.2253  22.9672
O  13.4294  16.0223  18.1554
O  5.4094  15.1469  -0.0045
O  3.1018  17.1649  -8.6659
O  12.2135  10.9639  -2.8818
O  5.4604  10.5445  -3.4825
O  7.7894  16.1604  -9.8079
O  10.7167  12.132  16.4683
O  4.1553  8.1335  -6.0846
O  3.7845  10.3322  20.4695
O  4.3802  7.0457  23.1885
O  12.8711  10.8121  -10.3301
O  8.9701  8.6511  -4.4623
O  4.1804  8.3013  -3.4456
O  5.4111  11.9666  16.2614
O  8.3772  15.8308  22.5176
O  4.3755  17.2871  -1.0914
O  8.1304  7.523  -8.5958
O  12.369  13.7402  17.6396
O  10.6539  12.4048  19.1535
O  8.1379  10.303  17.7568
O  5.839  17.3878  16.2632
O  10.9039  14.063  -6.8525
O  8.1195  7.7797  16.7236
O  8.6943  9.4906  20.1912
O  4.0322  14.0901  17.0452
O  11.0949  9.9101  -5.1064
O  3.882  14.8906  20.1462
O  12.9041  7.6437  -1.1899
O  13.1902  8.5463  22.7408
O  10.8856  8.666  21.3995
O  5.7611  17.0463  -8.4543
O  7.3291  13.141  23.4355
O  8.8972  7.036  21.0593
O  5.795  11.9925  -8.9849
O  13.2824  10.1557  15.9128
O  11.7153  12.646  -8.8665
O  12.9387  7.4704  -4.637
O  8.1118  12.0298  19.7249
O  6.5353  13.8995  17.6077
O  4.0029  9.793  18.0043
O  7.2734  11.8938  -2.1591
O  6.5113  7.4703  18.6911
O  12.2219  12.2185  -5.2909
O  7.6157  10.0862  -8.8947
O  12.5178  16.5784  -6.4953
O  5.4848  9.4637  23.3608
O  4.8042  10.5089  -7.0085
O  9.354  13.9762  20.8907
O  10.7548  17.2921  -0.3891
O  13.5254  13.3405  -10.6377
O  8.1581  12.3176  -10.1087
O  11.0774  17.5809  16.5683
O  9.049  15.6206  -2.8247
O  9.8152  14.2209  -9.4173
O  12.3872  10.7718  21.8835
O  4.2787  17.3842  19.492
O  7.404  10.1849  -0.0061
O  12.9319  16.6915  20.7181
O  8.1755  7.2369  -2.513
O  11.0873  16.6011  -4.2179
O  10.6539  8.1091  -2.4267
O  3.2666  12.0696  -8.3941
O  5.5873  13.2143  -3.5717
O  10.9606  15.6608  22.0461
O  5.5789  15.4682  -5.94
O  5.1444  13.9684  22.2857
O  9.0025  14.1284  18.2855
O  5.0113  13.0298  -6.6576
O  9.1801  9.3903  -6.956
O  9.7992  13.8461  23.497
O  6.6118  8.6706  -6.8751
O  3.6082  10.2409  -1.6738
O  4.1828  15.0643  -2.3652
O  7.8328  16.1976  -7.1655
O  12.6064  11.1555  18.1559
O  3.4041  14.9152  -7.3555
O  7.8481  12.3036  -7.4532
O  9.6304  12.2059  -5.5841
O  3.1835  12.6959  -2.6536
O  8.8227  9.8491  -2.1364
O  7.2412  11.6934  -4.8933
O  5.1072  12.0148  24.1064
O  10.762  14.0559  -4.1856

Results
free energy: -157705.134 eV
free energy less fixed offsets of O -570.45, Si -639.56 eV per atom: -6.744 eV

Forces (eV/angstrom), in the order of the atoms: element, x, y, z
Si  0.0561  0.0231  0.193
Si  0.0437  0.0245  0.1276
Si  -0.0739  0.0658  0.2308
Si  0.0905  -0.0778  0.1667
Si  0.0417  -0.0039  0.1848
Si  -0.0347  -0.0107  0.1122
Si  -0.0371  -0.0292  -0.1837
Si  0  0.0052  0.1806
Si  0.1005  0.0233  0.0508
Si  0.0062  -0.0005  0.0084
Si  0.1203  0.0613  0.1882
Si  0.0368  0.0827  0.1319
Si  -0.0358  -0.0715  0.2135
Si  0.0296  0.0483  0.1684
Si  -0.0037  0.005  0.0845
Si  -0.0319  0.0783  0.0861
Si  -0.1587  0.0412  0.0912
Si  -0.0128  0.0215  -0.0181
Si  0.0223  -0.0215  0.0455
Si  0.005  -0.0697  -0.0242
Si  0.019  0.0053  -0.0083
Si  0.0382  -0.028  0.0018
Si  -0.0497  0.0096  -0.0152
Si  0.0187  -0.0516  -0.0286
Si  0.0477  0.0137  0.0273
Si  -0.1088  0.0528  -0.0513
Si  0.0225  0.0238  -0.0322
Si  -0.0212  0.0015  0.0916
Si  0.0184  -0.0138  -0.0005
Si  -0.0254  0.0151  0.054
Si  -0.0002  0.0193  0.027
Si  -0.0019  0.0096  -0.012
Si  -0.0204  -0.0481  0.0013
Si  0.0313  -0.0542  -0.0124
Si  -0.024  0.0183  0.0462
Si  -0.0204  0.0512  0.0293
Si  -0.0239  0.0251  0.0475
Si  0.0201  0.0204  0.007
Si  0.066  0.0191  0.0426
Si  0.0123  -0.0359  0.0374
Si  -0.0392  -0.0072  -0.0045
Si  0.0363  0.0217  -0.0155
Si  -0.0217  -0.0172  -0.0043
Si  0.0227  0.0056  0.002
Si  0.0158  -0.0311  0.0152
Si  -0.0081  0.0404  0.0018
Si  -0.0063  -0.0204  -0.0224
Si  0.0076  0.0151  -0.034
Si  0.033  0.0077  -0.0062
Si  -0.0234  -0.0353  -0.0062
Si  -0.0409  -0.0098  0.0084
Si  0.0006  0.0221  -0.0181
Si  -0.0245  0.0149  -0.0016
Si  0.0298  0.0571  0.0136
Si  0.0463  -0.0012  0.0145
Si  -0.0129  -0.0492  0.0119
Si  0.0355  0.0036  0.0013
Si  -0.0132  0.0045  0.0091
Si  0.0005  -0.0052  0.0236
Si  0.0047  -0.0008  -0.0106
Si  0.0054  -0.003  -0.0007
Si  -0.0245  -0.0108  -0.0215
Si  -0.0163  0.0006  -0.0033
Si  0.0305  -0.0197  0.0021
Si  -0.0346  -0.0297  -0.0293
Si  -0.0205  0.0126  -0.0333
Si  0  0.0017  -0.0224
Si  -0.0014  -0.0127  0.0094
Si  -0.0171  -0.015  -0.0186
Si  0.0365  -0.013  0.0109
Si  0.0305  0.0272  -0.0091
Si  -0.001  0.0205  -0.0111
Si  -0.007  -0.0175  0.0227
Si  0.0249  0.0236  0.0189
Si  -0.0108  0.0306  -0.0506
Si  0.0426  0.0421  0.033
Si  0.0351  -0.0455  -0.0673
Si  -0.048  0.0144  -0.0612
Si  -0.0066  -0.0247  0.0172
Si  0.014  0.0163  -0.0041
Si  0.0132  0.0095  0.0867
Si  -0.0428  -0.0039  0.0547
Si  0.0199  0.0621  -0.1126
Si  -0.0433  0.0029  -0.1601
Si  0.0213  0.0074  0.0596
Si  0.0399  0.0036  0.0108
Si  -0.0084  -0.04  -0.1002
Si  -0.0629  -0.0518  -0.0036
Si  -0.037  0.0515  -0.2038
Si  0.0227  -0.0281  -0.1165
Si  0.0114  -0.0134  -0.0111
Si  -0.027  0.014  -0.1218
Si  -0.0226  -0.0056  0.0495
Si  -0.0079  0.0048  -0.1339
Si  -0.065  0.0121  -0.0803
Si  0.0235  -0.0288  -0.0749
Si  0.0399  -0.0068  0.2085
Si  -0.0643  0.0012  0.0005
Si  0.0299  0.0231  -0.1498
Si  -0.038  -0.0084  0.17
Si  -0.0171  -0.0219  -0.0819
Si  0.0058  0.0168  -0.1603
Si  -0.0088  -0.0096  0.1488
Si  -0.0415  0.0002  0.1524
Si  -0.035  -0.0102  -0.1617
Si  0.0753  -0.004  -0.1573
Si  -0.0248  0.0378  -0.1141
Si  0.0353  -0.003  0.2115
Si  0.0219  -0.1069  -0.092
Si  -0.0075  0.0536  -0.0856
Si  0.0257  -0.0345  -0.1259
Si  -0.0078  0.0049  0.0599
Si  0.0324  -0.033  0.1629
Si  0.0411  -0.0064  0.1104
Si  -0.0219  0.0312  -0.1891
Si  0.0357  -0.0321  0.2168
Si  -0.0447  0.0008  0.1237
Si  -0.0012  0.0021  -0.078
Si  -0.0332  -0.0275  0.062
Si  0.0336  -0.041  -0.0105
Si  -0.0802  -0.0715  -0.1532
Si  0.0542  -0.0121  -0.1072
Si  -0.0246  -0.0444  -0.0797
Si  -0.0197  -0.0023  -0.1236
Si  -0.0316  0.0218  -0.0753
Si  -0.0245  0.0073  0.1015
Si  0.0007  -0.023  -0.014
Si  -0.003  -0.024  -0.1603
Si  0.0528  0.023  -0.0212
Si  -0.0096  0.0186  -0.1599
Si  -0.0499  0.0013  -0.1845
Si  -0.0495  -0.0437  -0.1381
Si  0.0187  -0.0213  -0.1061
Si  0.0463  0.0645  0.1824
Si  -0.0427  -0.0428  -0.1053
Si  0.0054  -0.0195  -0.1487
Si  0.0334  0.0398  -0.0766
Si  0.0067  0.0456  -0.0034
Si  0.0282  0.0104  0.0539
Si  0.0085  -0.024  -0.1363
Si  -0.0232  -0.0163  0.2624
Si  -0.0143  0.0355  0.1743
Si  0.0537  0.0603  -0.1726
Si  -0.0082  0.0063  0.1405
O  -0.0267  -0.054  -0.1475
O  -0.0099  -0.0007  -0.0513
O  0.108  0.0131  -0.0668
O  -0.0272  0.0239  -0.0965
O  -0.0537  -0.0654  -0.1532
O  0.0124  0.0026  -0.1811
O  -0.0571  -0.052  -0.0588
O  -0.0122  0.0054  -0.0142
O  -0.0155  0.0102  0.0535
O  0.0186  -0.0026  0.0663
O  -0.0271  0.036  0.071
O  0.0568  0.0102  0.0219
O  0.0026  -0.0313  0.0333
O  -0.001  -0.0134  -0.1592
O  -0.0163  0.0307  -0.1157
O  0.0048  -0.0317  0.0517
O  -0.0044  -0.0005  0.0521
O  0.0081  0.0355  0.0918
O  0.0089  0.0023  -0.0551
O  -0.0257  -0.0092  -0.125
O  0.0031  -0.025  0.0539
O  -0.0164  0.0278  -0.015
O  0.0205  -0.021  0.0472
O  -0.0098  0.0769  0.1091
O  0.0049  0.0201  -0.0402
O  0.0067  0.0335  0.0476
O  -0.0618  0.0226  0.1426
O  0.0165  -0.0139  0.043
O  -0.0228  -0.0131  0.0794
O  -0.0124  0.0124  0.0273
O  -0.0192  0.0175  -0.1647
O  -0.0068  -0.0056  0.0624
O  -0.0012  0.0469  0.0842
O  0.0215  -0.0403  -0.2021
O  -0.0053  0.0183  0.0029
O  -0.0513  -0.0257  -0.1284
O  0.0222  0.0333  -0.1174
O  0.0076  0.0137  0.0864
O  0.0209  -0.0234  0.0862
O  0.058  -0.0131  -0.0784
O  0.0056  -0.0113  0.0646
O  -0.0261  -0.0356  0.0631
O  -0.0092  -0.0078  0.1262
O  -0.0121  0.0014  -0.112
O  -0.0242  -0.048  -0.0887
O  -0.0222  0.0084  0.0454
O  0.0095  -0.0389  0.0581
O  0.0841  -0.1096  -0.156
O  0.0198  0.0148  -0.0224
O  -0.0028  0.033  0.0496
O  -0.0156  -0.0128  0.0789
O  -0.0269  0.0594  0.0637
O  0.0164  0.021  0.1032
O  -0.0027  0.0405  -0.0472
O  -0.0006  -0.0699  0.0384
O  0.0278  -0.0262  0.0754
O  -0.0245  0.0241  0.0232
O  -0.0436  -0.0084  -0.0558
O  0.0208  -0.009  0.0573
O  -0.0565  0.0104  -0.1321
O  0.0225  -0.0519  0.0633
O  0.0504  0.0059  0.0711
O  0.0057  -0.0136  0.0436
O  0.0377  0.0091  0.0436
O  -0.0001  -0.0402  0.0264
O  0.0144  -0.0037  -0.022
O  0.0096  0.0292  0.1368
O  -0.0258  -0.0249  0.0384
O  -0.015  -0.0033  -0.0155
O  -0.0228  0.0036  0.0517
O  0.0271  0.0383  0.0472
O  0.0286  0.0151  0.0298
O  -0.0499  0.0391  -0.103
O  -0.0099  0.0252  0.0775
O  -0.0239  0.0314  -0.0671
O  -0.0008  -0.0082  -0.0246
O  0.0143  -0.0216  -0.0609
O  0.0085  -0.0099  0.03
O  0.0228  0.0069  0.0071
O  0.0104  0.0514  0.1071
O  -0.0559  0.019  -0.0506
O  -0.0407  -0.0312  0.1191
O  -0.0273  -0.0419  0.0458
O  0.0188  0.0278  0.0542
O  0.007  -0.0004  -0.0463
O  -0.0142  0.0288  0.0367
O  -0.0015  -0.0299  0.07
O  -0.0039  0.0011  0.0265
O  0.0018  0.0219  -0.0539
O  -0.0326  -0.0029  0.0616
O  -0.0162  -0.0181  -0.0465
O  0.0129  0.0386  -0.0631
O  -0.0563  -0.0213  -0.1097
O  0.0138  -0.034  0.0617
O  0.0254  0.0106  -0.0684
O  -0.0141  0.0036  0.036
O  -0.0059  0.0285  -0.0401
O  0.0906  0.0314  0.0626
O  0.0524  -0.0087  0.0622
O  0.0284  -0.0346  -0.0191
O  -0.039  0.0165  -0.0607
O  0.0029  -0.0481  0.1161
O  0.0207  -0.0045  0.0053
O  0.0159  0.0171  -0.074
O  -0.0404  -0.0689  -0.1305
O  0.0297  0.0239  -0.0541
O  0.0014  0.04  0.0381
O  0.0047  0.0129  -0.0421
O  0.004  -0.0244  -0.0617
O  -0.0274  -0.0184  -0.0381
O  0.0276  0.04  -0.0744
O  0.0144  -0.0361  -0.0869
O  0.0501  0.0058  -0.1282
O  0.0353  0.0456  0.0805
O  0.0011  -0.0465  -0.0636

The program warned: the cutoff lies below the one the program advises for these potential files; the forces do not sum to zero within the program's tolerance; empty levels may hold ghost states of the PAW files; the exchange-correlation potential is rough where the density is thin.
